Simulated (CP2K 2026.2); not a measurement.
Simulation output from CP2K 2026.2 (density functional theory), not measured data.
Periodic cell of 504 atoms, Si360O144, from a study of silicon, its oxide and their interface. The atomic structure is a simulated model.
Doubt: the forces sum to 2.80 eV/angstrom along one axis rather than to zero, so they err by at least 0.0056 eV/angstrom per atom on average; the grid cutoff is modest.

Settings: functional PBE; method Gaussian and plane waves; basis set DZVP-MOLOPT-SR-GTH; pseudopotentials GTH-PBE; grid cutoff 350 Ry, relative cutoff 50 Ry; k points Gamma only; occupations fixed; spin none; net charge 0.

Cell vectors (angstrom)
a	16.32	0	0
b	0	16.32	0
c	1.9719	-3.7914	33.6232

Atoms and the computed forces on them: element, x, y, z (angstrom), force x, y, z (eV/angstrom)
Si	1.042	15.172	0.073	0.253	-0.077	0.706
Si	5.962	-2.2	33.5	0.102	-0.246	0.697
Si	1.784	3.828	0.062	-0.181	0.024	0.698
Si	3.866	7.011	0.222	0.112	-0.119	0.736
Si	1.739	9.296	0.211	-0.25	0.057	0.701
Si	4.282	11.824	0.219	-0.042	0.22	0.726
Si	6.992	14.708	0.011	-0.175	0.122	0.779
Si	9.073	1.47	0.098	0.25	0.026	0.653
Si	7.033	3.836	0.014	-0.14	0.133	0.734
Si	11.69	2.749	33.607	-0.107	0.254	0.784
Si	6.518	9.671	0.18	0.252	-0.046	0.712
Si	9.274	12.557	0.029	0.08	-0.199	0.74
Si	12.423	14.963	0.002	-0.22	0.06	0.678
Si	15.184	1.05	0.225	0.026	0.204	0.712
Si	11.918	4.334	0.017	0.176	-0.137	0.784
Si	14.742	7.147	0.057	0.038	-0.178	0.696
Si	14.49	5.537	33.622	-0.118	0.109	0.745
Si	16.722	9.036	33.472	0.148	-0.406	0.74
Si	2.773	0.001	1.186	-0.002	0.04	-0.06
Si	5.445	2.723	1.349	-0.011	0.007	-0.063
Si	2.758	5.404	1.485	0.002	-0.002	-0.034
Si	5.411	8.155	1.547	-0.001	0.013	-0.067
Si	2.793	10.778	1.659	0.007	-0.015	-0.048
Si	5.427	13.544	1.317	0.017	-0.003	-0.077
Si	8.004	-0.041	1.474	-0.01	-0.016	-0.045
Si	10.796	2.669	1.267	-0.031	0.014	-0.059
Si	8.182	5.4	1.347	0.026	-0.007	-0.056
Si	10.908	8.148	1.278	0.033	-0.008	-0.053
Si	8.166	10.902	1.319	0.008	0.011	-0.045
Si	10.859	13.724	1.296	0.033	0.01	-0.046
Si	13.609	-0.033	1.525	0.018	-0.03	-0.038
Si	0.102	2.712	1.312	-0.026	0.035	-0.042
Si	13.567	5.484	1.289	0.027	-0.012	-0.067
Si	16.321	8.242	1.384	-0.005	0.003	-0.03
Si	13.699	11.017	1.138	-0.005	0.018	-0.032
Si	16.255	13.671	1.464	-0.013	-0.003	-0.063
Si	1.436	1.338	2.68	0.02	-0.045	0.016
Si	4.154	4.079	2.787	0.012	-0.019	0.02
Si	1.307	6.782	2.741	0	0.013	0.006
Si	4.118	9.453	2.996	0.01	-0.01	0.045
Si	1.329	12.248	2.749	-0.004	0.004	0.014
Si	4.06	14.948	2.626	0.012	0.014	0.003
Si	6.688	1.341	2.791	-0.004	0.019	0.028
Si	9.51	4.032	2.725	0.011	0.004	0.047
Si	6.844	6.759	2.738	-0.001	-0.007	0.016
Si	9.545	9.521	2.638	0.01	-0.002	0.007
Si	6.803	12.227	2.73	0.001	-0.016	0.03
Si	9.52	15.009	2.74	-0.015	-0.003	0.025
Si	12.197	1.401	2.7	-0.014	0.023	0.004
Si	14.977	4.092	2.61	-0.002	0.008	0.02
Si	12.236	6.812	2.711	-0.028	0.012	0.021
Si	14.982	9.673	2.665	-0.027	-0.009	0.021
Si	12.25	12.275	2.584	0.001	-0.008	0.007
Si	14.935	14.946	2.895	0.02	0.009	0.028
Si	16.371	0.029	4.102	-0.026	0.005	-0.014
Si	2.75	2.699	4.087	-0.008	0.013	-0.029
Si	16.275	5.424	4.07	-0.012	0	0.001
Si	2.673	8.081	4.182	0.005	0.011	-0.002
Si	16.31	10.913	4.128	-0.006	-0.008	0.013
Si	2.714	13.627	4.052	0	-0.011	0
Si	5.357	-0.041	4.1	-0.014	0.011	0.005
Si	8.129	2.697	4.092	0.019	0.011	-0.013
Si	5.494	5.433	4.136	-0.011	-0.009	0.015
Si	8.203	8.166	4.048	-0.001	0.005	-0.016
Si	5.499	10.897	4.183	-0.006	0.002	-0.002
Si	8.168	13.603	4.074	-0.021	0.007	-0.022
Si	10.871	0.038	4.095	0.007	-0.007	0.005
Si	13.607	2.755	4.014	0.024	0.002	0.017
Si	10.881	5.43	4.065	0.008	-0.023	-0.022
Si	13.611	8.231	4.006	0.011	-0.001	-0.019
Si	10.906	10.897	3.989	0.016	0.009	-0.014
Si	13.542	13.552	4.117	0.013	-0.008	-0.01
Si	1.359	-1.349	16.29	-0.016	-0.007	-0.014
Si	4.103	1.359	16.359	0.002	0.013	-0.002
Si	1.358	4.079	16.332	0.004	0.01	-0.003
Si	4.075	6.838	16.293	-0.001	-0.012	-0.012
Si	1.413	9.532	16.347	0.013	0.021	-0.005
Si	4.082	12.235	16.338	-0.008	-0.001	-0.004
Si	6.774	-1.368	16.402	0.014	-0.011	-0.001
Si	9.493	1.339	16.328	-0.005	-0.007	0.001
Si	6.827	4.067	16.296	-0.017	-0.002	-0.009
Si	9.516	6.779	16.33	-0.003	-0.004	-0.005
Si	6.799	9.514	16.305	0.002	-0.013	-0.006
Si	9.501	12.287	16.289	0.001	-0.014	-0.008
Si	12.232	-1.346	16.31	0.011	-0.006	-0.006
Si	14.92	1.349	16.33	-0.013	-0.017	-0.013
Si	12.221	4.056	16.338	0.002	-0.005	-0.009
Si	14.996	6.779	16.283	-0.006	0.014	-0.015
Si	12.272	9.553	16.239	-0.001	0.002	-0.021
Si	14.968	12.246	16.29	0.001	0.012	-0.015
Si	2.716	-0.021	17.678	-0.014	-0.004	-0.013
Si	5.524	2.707	17.692	-0.014	-0.013	0.002
Si	2.71	5.499	17.647	0.009	-0.007	0.002
Si	5.438	8.167	17.68	-0.012	0.013	0.013
Si	2.777	10.885	17.75	-0.001	-0.002	0.017
Si	5.391	13.571	17.763	-0.006	-0.013	0.006
Si	8.149	0.008	17.746	-0.01	0.012	0.03
Si	10.821	2.701	17.697	0.029	0.015	-0.011
Si	8.145	5.405	17.705	0.01	-0.001	-0.014
Si	10.923	8.202	17.568	-0.009	0.003	-0.009
Si	8.13	10.93	17.621	0.017	0.008	0.012
Si	10.884	13.609	17.661	-0.011	0.007	-0.002
Si	13.53	0.024	17.713	0.003	0.009	0.008
Si	16.303	2.692	17.67	-0.014	0.011	-0.021
Si	13.662	5.392	17.633	-0.001	-0.014	-0.004
Si	16.353	8.139	17.642	0.009	-0.024	0.005
Si	13.601	10.895	17.643	-0.013	-0.003	0.007
Si	16.314	13.622	17.631	-0.013	-0.01	0.004
Si	1.36	1.345	19.011	-0.028	-0.005	-0.003
Si	4.181	4.188	18.904	0.031	0.023	-0.04
Si	1.323	6.783	19.072	0	-0.013	-0.011
Si	4.134	9.479	19.139	-0.006	0.018	-0.012
Si	1.381	12.323	19.008	0.007	0.014	-0.049
Si	4.011	-1.361	19.113	0.018	-0.031	0.008
Si	6.82	1.359	19.182	0.005	0.036	-0.043
Si	9.442	3.999	19.097	-0.045	-0.025	-0.012
Si	6.824	6.833	19.027	-0.016	-0.018	-0.003
Si	9.615	9.649	18.877	0.038	0.019	-0.048
Si	6.718	12.126	19.095	-0.013	-0.035	-0.011
Si	9.52	-1.398	19.051	0.019	0.016	-0.012
Si	12.124	1.361	19.108	-0.001	-0.032	-0.003
Si	14.942	3.993	19.068	-0.006	0.008	-0.011
Si	12.312	6.832	18.865	0.009	0.035	-0.046
Si	15.002	9.532	18.943	-0.004	0.008	-0.019
Si	12.254	12.264	19.016	0.007	0.009	-0.028
Si	14.929	-1.365	18.99	-0.005	-0.008	-0.038
Si	16.288	-0.02	20.353	0.013	0.01	0.092
Si	2.831	2.777	20.138	0.037	0.013	0.022
Si	16.326	5.331	20.431	0.005	-0.008	0.052
Si	2.683	8.147	20.441	-0.013	0.018	0.058
Si	16.321	10.928	20.265	-0.005	0.012	0.09
Si	2.649	13.647	20.527	-0.018	-0.014	0.04
Si	5.391	-0.057	20.486	0.021	0.001	0.042
Si	8.161	2.709	20.684	0.005	-0.014	0.075
Si	5.47	5.503	20.419	-0.003	-0.011	0.076
Si	8.287	8.271	20.152	-0.011	0.041	0.048
Si	5.494	10.737	20.652	0.036	-0.007	0.026
Si	8.13	13.512	20.313	-0.002	0.005	0.044
Si	10.772	-0.025	20.512	-0.015	-0.004	0.053
Si	13.504	2.701	20.469	-0.002	0.004	0.06
Si	10.907	5.466	20.135	0.007	-0.001	0.052
Si	13.691	8.145	20.265	0.001	-0.014	0.049
Si	10.926	10.93	20.389	0.001	-0.019	0.055
Si	13.575	13.611	20.39	0.004	0.021	0.057
Si	17.269	-1.554	21.844	0.389	0.127	-0.728
Si	4.31	1.709	21.583	-0.041	-0.247	-0.743
Si	1.731	4.204	21.595	-0.291	-0.066	-0.666
Si	3.841	6.566	21.741	0.166	0.255	-0.649
Si	1.512	9.81	21.624	-0.028	-0.21	-0.752
Si	3.783	11.981	21.757	0.253	0.097	-0.78
Si	6.904	-1.404	21.7	-0.244	-0.089	-0.687
Si	9.105	0.892	21.973	0.321	0.383	-0.69
Si	6.509	3.962	21.865	0.376	0.13	-0.695
Si	9.923	7.149	21.335	-0.108	-0.157	-0.776
Si	7.352	9.598	21.829	-0.458	-0.094	-0.665
Si	9.307	12.054	21.703	0.238	0.089	-0.71
Si	12.395	-1.174	21.743	-0.197	-0.258	-0.719
Si	14.663	1.024	21.656	0.079	0.238	-0.756
Si	12.318	4.417	21.601	-0.105	-0.356	-0.688
Si	14.692	6.51	21.616	0.235	0.126	-0.696
Si	12.166	9.311	21.568	0.139	0.298	-0.688
Si	15.168	12.427	21.63	-0.238	-0.104	-0.77
Si	17.464	2.248	29.13	-0.075	-0.068	-0.011
Si	9.534	0.474	25.05	-0.163	-0.038	-0.208
Si	12.711	6.497	26.133	0.049	0.048	-0.064
Si	12.17	1.282	25.738	0.147	0.091	-0.105
Si	18.1	1.353	31.897	0.024	0.118	0.069
Si	14.612	2.12	24.346	-0.088	-0.007	-0.077
Si	10.486	8.57	26.033	-0.058	-0.001	-0.063
Si	15.325	9.192	28.401	-0.078	0.12	0.073
Si	5.391	1.302	27.173	0.078	0.019	-0.007
Si	13.418	1.132	28.468	0.135	0.024	0.019
Si	7.609	12.542	31.236	-0.016	0.121	0.115
Si	13.372	11.086	23.777	-0.018	-0.004	-0.109
Si	6.277	10.988	28.876	0.082	0.068	-0.063
Si	17.176	-1.826	29.447	0.066	-0.08	0.075
Si	17.415	10.535	26.926	0.02	-0.014	0.1
Si	11.102	13.32	23.9	-0.036	0.025	-0.105
Si	8.569	7.66	23.826	-0.035	0.092	-0.157
Si	6.289	-0.44	29.6	-0.099	-0.028	0.005
Si	15.236	6.92	24.65	-0.044	-0.039	-0.031
Si	15.849	11.971	28.858	0	-0.159	0.128
Si	14.915	3.743	28.947	0.033	-0.006	-0.053
Si	12.899	12.614	28.675	-0.033	-0.115	0.02
Si	4.41	7.365	31.635	-0.017	-0.035	0.072
Si	12.26	3.874	24.381	-0.083	0.035	-0.045
Si	3.954	-1.041	26.034	0.036	0.08	0.011
Si	12.477	6.836	31.588	0.048	-0.031	0.16
Si	7.845	9.175	27.205	-0.089	0.144	0.062
Si	3.67	7.274	24.638	0.124	-0.076	-0.075
Si	17.586	-0.207	24.773	0.024	-0.088	-0.199
Si	3.725	3.59	28.349	0.078	0.009	0.013
Si	2.828	4.501	25.703	-0.009	-0.012	-0.078
Si	7.05	11.827	26.123	-0.071	-0.04	0.177
Si	7.265	5.113	24.796	-0.077	-0.053	-0.167
Si	5.81	6.821	26.687	0.028	-0.045	-0.042
Si	16.215	0.052	27.347	0.005	0.029	0.088
Si	13.971	6.577	29.059	-0.007	-0.038	-0.046
Si	8.293	3.76	29.484	-0.12	-0.005	0.086
Si	9.292	-2.26	26.179	-0.004	0.127	0.084
Si	13.006	10.365	26.595	0.034	-0.033	0.072
Si	5.414	13.31	24.027	0.04	0.017	-0.106
Si	9.137	-1.833	29.381	-0.017	-0.076	-0.076
Si	16.051	4.154	26.013	-0.029	0.157	-0.067
Si	2.559	9.57	31.315	-0.111	0.033	0.242
Si	2.465	2.346	23.793	0.06	0.07	-0.178
Si	10.227	4.58	31.598	-0.025	-0.033	0.097
Si	5.669	5.52	29.492	0.039	-0.043	-0.043
Si	12.654	-3.528	31.506	0.044	-0.036	0.063
Si	7.238	1.578	31.506	0.039	-0.004	0.148
Si	3.337	11.044	28.872	0.003	-0.033	0.067
Si	15.97	-0.752	31.946	-0.01	-0.05	0.066
Si	8.03	2.778	26.51	-0.108	-0.044	0.006
Si	12.093	-1.241	29.79	0.009	-0.081	0.014
Si	17.423	9.008	24.475	-0.086	-0.131	-0.139
Si	3.795	-2.123	29.04	0.001	0.051	0.013
Si	1.376	14.968	5.457	0	0.006	0.002
Si	4.058	1.34	5.48	0	-0.008	0.008
Si	1.353	4.067	5.415	0.007	0.007	0
Si	4.088	6.754	5.491	0	0.004	0.014
Si	1.336	9.517	5.473	0.004	0.001	0.006
Si	4.078	12.273	5.446	-0.015	-0.007	0.005
Si	6.786	14.953	5.43	0.006	-0.004	0.001
Si	9.504	1.366	5.457	-0.005	0.012	0.013
Si	6.822	4.064	5.484	0.005	-0.002	0.015
Si	9.536	6.8	5.427	-0.007	-0.005	-0.006
Si	6.861	9.504	5.469	0.001	-0.011	0.006
Si	9.542	12.232	5.402	0.012	-0.006	-0.007
Si	12.215	14.966	5.443	0.008	-0.005	0.013
Si	14.963	1.391	5.406	-0.004	0.012	0.001
Si	12.258	4.092	5.418	-0.008	-0.005	0.004
Si	14.939	6.836	5.399	-0.005	0.006	0.003
Si	12.243	9.546	5.397	-0.003	0.002	0
Si	14.931	12.237	5.481	-0.002	0.011	0.017
Si	2.709	-0.003	6.843	-0.003	0.007	0.004
Si	5.44	2.702	6.818	-0.002	0.001	0.003
Si	2.712	5.398	6.818	0.013	-0.008	0.001
Si	5.457	8.155	6.806	-0.003	0.001	-0.002
Si	2.719	10.893	6.796	0	-0.008	0.009
Si	5.44	13.61	6.816	-0.008	0.012	-0.007
Si	8.143	-0.005	6.801	0	-0.002	0.003
Si	10.89	2.732	6.786	0.003	0.007	-0.003
Si	8.179	5.451	6.81	0.005	-0.007	0.001
Si	10.896	8.172	6.773	0	0.006	-0.001
Si	8.208	10.879	6.806	0.007	-0.014	0.002
Si	10.865	13.599	6.797	-0.001	0.006	-0.002
Si	13.608	0.011	6.77	0.009	-0.009	-0.002
Si	16.312	2.73	6.794	-0.007	0.005	-0.007
Si	13.597	5.468	6.78	-0.001	0.003	-0.004
Si	16.296	8.153	6.811	-0.001	0.007	-0.004
Si	13.582	10.867	6.817	0.013	0	0.006
Si	16.315	13.611	6.802	-0.012	-0.002	0.007
Si	1.341	1.367	8.173	-0.002	-0.012	0.006
Si	4.077	4.056	8.181	-0.016	-0.011	-0.001
Si	1.356	6.791	8.154	-0.002	0.005	-0.006
Si	4.089	9.527	8.148	0.005	0.004	0
Si	1.356	12.246	8.16	-0.004	0.003	-0.01
Si	4.086	14.965	8.183	-0.002	0.007	0.001
Si	6.799	1.352	8.176	-0.002	0.006	-0.002
Si	9.537	4.087	8.16	0.005	0.014	0.004
Si	6.809	6.797	8.172	0.001	-0.007	-0.008
Si	9.55	9.517	8.166	0.004	0.005	-0.001
Si	6.813	12.235	8.149	0.001	-0.002	-0.007
Si	9.505	14.954	8.157	-0.007	-0.013	-0.002
Si	12.245	1.363	8.141	-0.004	0.004	-0.009
Si	14.958	4.101	8.143	0.014	0.009	-0.005
Si	12.24	6.813	8.152	0.003	0.005	0.002
Si	14.945	9.511	8.174	-0.015	-0.009	0.002
Si	12.23	12.245	8.164	0.005	-0.011	-0.005
Si	14.957	14.976	8.154	0.013	0.006	0
Si	16.311	0.003	9.53	-0.008	0.008	0.003
Si	2.712	2.709	9.54	0.005	-0.002	0.001
Si	16.319	5.44	9.522	0	-0.001	0
Si	2.727	8.158	9.501	-0.003	0.001	-0.002
Si	16.316	10.881	9.514	-0.001	-0.007	0
Si	2.717	13.603	9.524	0.006	-0.002	-0.004
Si	5.439	0.003	9.542	0.001	-0.005	0.002
Si	8.166	2.725	9.514	0.004	-0.005	-0.01
Si	5.445	5.43	9.523	-0.004	0.006	-0.004
Si	8.173	8.164	9.521	0.001	0.004	-0.003
Si	5.449	10.881	9.512	-0.002	-0.003	0.002
Si	8.156	13.596	9.524	-0.006	0.007	-0.001
Si	10.878	0.004	9.499	0.004	-0.004	-0.002
Si	13.605	2.727	9.502	0.001	0.01	-0.005
Si	10.888	5.449	9.519	-0.002	0.005	-0.004
Si	13.593	8.156	9.534	0.005	-0.002	0.001
Si	10.889	10.881	9.536	0.003	-0.003	-0.002
Si	13.598	13.608	9.512	-0.003	-0.005	-0.004
Si	1.36	14.964	10.887	0.002	-0.001	0
Si	4.074	1.355	10.902	-0.006	0.001	0.007
Si	1.356	4.083	10.888	-0.004	0.009	-0.001
Si	4.085	6.8	10.871	-0.001	-0.002	-0.002
Si	1.368	9.519	10.861	0.006	-0.001	-0.004
Si	4.086	12.245	10.871	-0.006	0.003	-0.002
Si	6.8	14.957	10.886	-0.005	-0.002	0.004
Si	9.522	1.362	10.868	-0.009	0.01	-0.003
Si	6.802	4.07	10.886	0.008	-0.002	0
Si	9.525	6.801	10.884	0.002	-0.001	0.001
Si	6.807	9.525	10.876	0.002	-0.002	0.002
Si	9.516	12.238	10.885	0.003	-0.011	-0.003
Si	12.232	14.968	10.867	0.001	0	-0.004
Si	14.954	1.369	10.88	0.004	-0.006	0.001
Si	12.248	4.082	10.868	0.003	0.003	0.002
Si	14.96	6.795	10.883	-0.007	0.007	0.002
Si	12.246	9.522	10.898	0.005	-0.003	0.002
Si	14.96	12.246	10.873	0.002	0.003	0
Si	2.716	-0.004	12.264	0	-0.004	0.007
Si	5.44	2.715	12.255	-0.015	-0.007	0.002
Si	2.73	5.441	12.237	0.002	0.002	-0.003
Si	5.447	8.16	12.23	-0.004	0.002	0.004
Si	2.724	10.884	12.22	0.006	-0.002	0.002
Si	5.437	13.601	12.243	0.005	0.003	0.008
Si	8.157	0.009	12.231	0.013	-0.004	-0.003
Si	10.886	2.72	12.222	0.01	0.009	-0.004
Si	8.164	5.434	12.239	-0.006	0.004	0.004
Si	10.881	8.159	12.251	-0.007	0.001	-0.001
Si	8.156	10.883	12.25	-0.001	0.002	0.005
Si	10.871	13.613	12.231	-0.002	0.002	0.001
Si	13.591	0.004	12.231	-0.006	0.005	0.003
Si	16.318	2.72	12.247	0.001	0.005	0.004
Si	13.601	5.433	12.241	0.009	-0.002	0.001
Si	16.334	8.159	12.222	-0.001	0.001	0.002
Si	13.612	10.887	12.247	-0.001	-0.006	0.011
Si	16.32	13.6	12.239	-0.007	-0.007	0
Si	1.358	1.368	13.618	-0.009	0.005	0.009
Si	4.078	4.078	13.611	0.001	0.009	0.003
Si	1.376	6.808	13.588	0.004	0	0
Si	4.093	9.539	13.576	-0.014	0.002	-0.001
Si	1.365	12.235	13.592	0.008	-0.003	0.003
Si	4.084	-1.366	13.617	-0.007	-0.006	0.006
Si	6.795	1.345	13.613	0.008	0.004	0
Si	9.534	4.074	13.589	0.001	-0.011	-0.002
Si	6.795	6.79	13.594	0.006	-0.003	0.011
Si	9.512	9.514	13.606	0.011	-0.003	0.002
Si	6.799	12.253	13.608	-0.005	-0.007	0.008
Si	9.507	-1.346	13.592	-0.014	0.015	-0.002
Si	12.228	1.357	13.593	0.001	-0.004	0.005
Si	14.953	4.071	13.605	-0.006	0.008	0.005
Si	12.243	6.793	13.603	-0.005	0.006	-0.002
Si	14.992	9.521	13.589	0.013	-0.004	0.005
Si	12.237	12.26	13.584	-0.003	0.004	0.004
Si	14.957	-1.353	13.586	0.002	-0.001	-0.001
Si	16.299	0.01	14.958	-0.005	-0.007	-0.002
Si	2.732	2.715	14.989	-0.004	0	-0.008
Si	16.346	5.427	14.932	-0.002	0.001	0.002
Si	2.734	8.192	14.932	0.019	0.003	0.006
Si	16.348	10.872	14.969	-0.004	-0.012	0.001
Si	2.721	13.586	14.962	0	0.001	0
Si	5.441	-0.015	14.994	-0.004	-0.008	0.012
Si	8.176	2.711	14.941	0.006	0.007	-0.005
Si	5.437	5.438	14.968	-0.008	-0.001	-0.004
Si	8.153	8.138	14.962	-0.007	-0.002	-0.003
Si	5.442	10.888	14.959	0.007	0.002	0.001
Si	8.134	13.645	14.965	0.015	0.008	0.003
Si	10.864	0.002	14.956	0.001	0.002	-0.005
Si	13.578	2.71	14.96	0.008	0.005	0.005
Si	10.882	5.43	14.967	0.005	0.001	-0.001
Si	13.631	8.154	14.931	0.003	-0.003	-0.01
Si	10.866	10.908	14.934	-0.005	0.002	0.004
Si	13.599	13.614	14.949	-0.009	0.001	-0.002
O	4.224	12.661	23.162	-0.175	0.158	0.424
O	16.881	12.908	29.684	0.119	-0.434	0.345
O	5.332	8.354	32.537	-0.141	0.469	-0.215
O	2.743	5.396	22.083	-0.092	0.21	0.054
O	2.609	10.776	27.451	0.435	-0.127	-0.461
O	6.075	5.44	25.851	-0.228	-0.499	-0.009
O	13.831	12.047	32.344	0.121	0.231	-0.322
O	5.414	2.779	22.143	-0.104	-0.144	0.459
O	12.175	12.14	23.886	0.048	-0.03	0.221
O	9.192	6.679	22.7	-0.073	-0.454	0.099
O	4.615	4.292	29.488	-0.077	-0.09	0.608
O	3.413	6.415	32.51	-0.377	0.141	-0.362
O	13.703	3.36	23.849	0.368	0.176	-0.587
O	16.233	13.546	22.148	0.196	0.115	0.412
O	8.007	6.537	24.81	0.036	0.238	0.246
O	11.054	8.177	21.917	0.059	-0.224	0.112
O	7.395	6.985	33.304	0	-0.089	-0.572
O	8.282	10.887	22.218	-0.102	0.166	0.547
O	9.471	1.11	23.553	-0.03	0.112	0.214
O	15.602	4.43	33.113	0.205	-0.011	-0.613
O	2.644	10.873	22.145	0.164	-0.204	0.467
O	7.824	-0.926	29.577	0.149	0.108	0.18
O	15.233	7.022	23.048	0.069	0.161	-0.072
O	14.542	-0.114	32.294	-0.129	-0.031	-0.379
O	8.494	3.338	27.947	0.499	-0.088	-0.115
O	17.603	2.796	32.424	0.403	0.358	-0.534
O	10.937	3.283	32.257	-0.126	-0.344	-0.445
O	16.218	-2.182	32.634	-0.484	-0.167	-0.117
O	11.263	7.18	26.25	-0.36	-0.487	0.303
O	4.682	7.62	25.844	-0.268	0.613	0.018
O	12.827	9.788	22.982	0.061	-0.205	0.332
O	7.421	8.635	23.175	-0.437	-0.195	0.458
O	15.353	1.494	23.065	0.719	-0.091	0.07
O	14.612	11.715	22.978	0.234	-0.286	0.22
O	3.242	0.93	32.413	0.51	0.317	-0.565
O	11.097	0.165	25.335	0.18	-0.539	-0.201
O	2.433	-1.548	29.729	0.013	0.188	0.369
O	11.289	5.77	31.612	-0.093	0.303	-0.073
O	11.47	4.156	22.994	-0.65	-0.099	0.123
O	7.886	2.445	30.321	0.275	-0.185	-0.445
O	4.793	10.331	28.923	-0.054	-0.465	-0.171
O	13.86	10.728	25.27	0.652	0.062	0.157
O	8.963	5.03	32.497	-0.325	-0.47	-0.366
O	12.891	-1.98	31.021	0.166	0.511	0.069
O	2.309	10.466	29.994	-0.517	0.18	-0.108
O	12.376	11.998	30.109	-0.061	-0.691	0.109
O	12.298	1.278	27.329	-0.285	-0.17	0.13
O	10.115	9.846	33.162	-0.073	0.143	-0.113
O	14.488	5.144	29.636	0.057	0.081	0.458
O	4.614	0.439	26.052	-0.155	0.332	-0.371
O	17.148	1.301	27.85	0.319	-0.01	-0.35
O	16.721	9.207	27.574	0.509	-0.478	0.053
O	3.396	1.372	22.892	-0.121	-0.51	0.24
O	15.669	2.732	25.37	0.454	-0.208	0.459
O	6.588	11.738	30.27	-0.251	-0.18	0.192
O	6.81	4.664	23.31	-0.1	0.398	-0.052
O	8.773	-0.928	25.381	-0.273	0.133	-0.019
O	6.36	12.013	27.596	0.019	0.559	-0.06
O	17.554	8.963	32.05	-0.237	-0.217	-0.44
O	3.382	10.513	32.36	0.473	0.057	-0.127
O	3.669	12.599	29.122	0.014	0.092	0.356
O	11.571	2.703	25.236	-0.378	-0.036	0.004
O	6.748	-2.708	32.139	-0.185	0.354	-0.353
O	14.494	12.815	28.756	0.254	0.545	-0.158
O	12.453	5.108	25.373	-0.021	0.099	0.408
O	13.62	1.053	25.056	0.215	-0.436	-0.134
O	17.024	9.298	22.941	-0.598	0.071	0.067
O	10.67	-2.692	25.426	0.399	-0.101	0.153
O	15.489	10.474	29.429	0.068	-0.274	0.401
O	14.721	0.397	27.849	-0.026	-0.061	-0.148
O	16.153	3.016	29.683	0.041	0.157	0.514
O	9.415	-2.067	27.79	0.265	-0.013	-0.036
O	11.976	8.185	32.314	0.335	0.123	-0.391
O	7.366	9.809	28.621	0.342	-0.442	0.566
O	16.395	7.936	25.11	0.089	0.1	0.646
O	16.279	-0.208	25.741	-0.322	0.102	-0.15
O	4.856	-1.94	25.069	0.233	0.045	-0.093
O	13.32	6.302	27.611	0.124	-0.091	-0.042
O	13.778	6.23	32.331	0.327	-0.062	-0.53
O	11.632	9.7	26.08	0.035	0.455	-0.033
O	2.453	-1.011	25.491	-0.343	-0.294	-0.054
O	7.169	4.923	29.566	0.197	0.154	0.299
O	13.541	-0.075	22.128	-0.002	0.034	0.536
O	12.531	11.658	27.447	-0.443	0.18	-0.166
O	6.119	0.292	28.181	0.363	-0.011	-0.099
O	6.075	12.102	24.87	-0.313	-0.588	-0.182
O	5.394	6.454	30.763	0.235	0.134	0.071
O	9.423	8.831	27.226	0.079	-0.082	0.61
O	7.951	-0.244	22.154	-0.227	-0.016	0.224
O	1.445	3.284	22.924	-0.673	-0.161	0.45
O	18.223	12.502	33.22	-0.035	0.009	-0.556
O	6.5	2.58	32.516	-0.009	0.048	-0.399
O	8.369	0.729	32.299	0.002	-0.08	-0.21
O	4.735	4.321	33.345	0.144	-0.15	-0.198
O	10.051	-1.136	33.151	-0.074	0.103	-0.268
O	2.874	5.924	24.983	-0.288	0.008	-0.296
O	4.308	2.131	28.021	-0.385	-0.445	0.214
O	3.45	8.33	30.787	-0.203	-0.03	-0.435
O	15.348	4.162	27.453	-0.04	0.115	-0.114
O	12.763	0.213	29.624	0.174	0.324	0.26
O	13.461	5.512	21.992	-0.24	0.041	0.025
O	17.637	4.203	26.148	-0.041	-0.217	0.425
O	3.727	4.515	27.032	0.134	0.368	0.168
O	9.693	4.292	30.104	0.249	0.048	-0.301
O	17.083	0.265	32.518	0.064	-0.116	0.402
O	15.476	10.046	33.109	-0.337	-0.165	-0.514
O	8.968	1.545	26.105	0.171	0.075	0.23
O	13.973	9.451	27.519	-0.249	-0.152	-0.123
O	1.627	1.354	24.707	-0.366	0.408	0.239
O	7.564	10.295	26.056	0.081	-0.059	-0.424
O	17.396	10.375	25.33	-0.123	0.623	-0.367
O	2.614	8.467	24.515	0.443	0.168	0.051
O	2.207	3.407	28.823	-0.271	0.21	-0.139
O	3.356	3.332	24.715	0.469	-0.005	-0.186
O	16.19	-0.939	30.373	-0.32	0.11	-0.256
O	12.295	-2.215	28.492	-0.136	0.303	-0.68
O	4.819	-1.078	33.104	0.139	-0.206	-0.478
O	12.85	7.16	30.062	-0.332	0.362	-0.408
O	18.073	1.322	30.299	0.493	-0.177	-0.266
O	6.48	2.296	26.523	-0.141	-0.058	-0.154
O	16.781	-1.339	27.962	-0.054	-0.458	-0.533
O	12.796	1.642	33.116	0.177	-0.175	-0.606
O	7.045	7.833	26.873	0.033	-0.013	0.041
O	15.552	5.416	25.145	0.109	-0.178	-0.293
O	11.39	-3.376	32.503	-0.263	-0.507	-0.177
O	6.154	0.574	30.851	-0.589	0.092	0.109
O	17.445	-0.846	23.299	-0.242	0.197	0.075
O	11.764	-1.727	23.145	-0.069	0.174	0.266
O	13.731	2.637	28.985	-0.356	0.106	0.233
O	8.765	-3.148	30.275	0.161	-0.405	0.179
O	6.424	-2.25	23.011	0.39	-0.171	0.373
O	16.481	11.78	27.373	-0.101	0.51	-0.261
O	5.146	-1.586	29.766	0.045	0.006	0.456
O	4.405	7.102	23.191	0.665	-0.014	0.191
O	8.25	12.868	25.958	0.013	0.049	-0.221
O	10.481	-1.152	29.999	-0.079	0.238	0.404
O	5.405	6.422	28.188	-0.516	0.333	0.141
O	13.791	7.347	25.261	-0.041	0.533	-0.093
O	8.187	3.942	25.403	0.712	-0.106	-0.345
O	9.817	12.841	23.035	-0.186	0.311	0.183
O	3.898	-1.673	27.505	0.157	0.159	-0.162
O	8.322	11.541	32.281	0.077	-0.036	-0.174
O	15.145	7.707	29.019	0.335	-0.176	0.043
O	9.67	8.547	24.627	0.297	0.201	-0.425

Results
total energy: -101654.840 eV
total energy less fixed offsets of O -438.35, Si -107.03 eV per atom: -1.640 eV
